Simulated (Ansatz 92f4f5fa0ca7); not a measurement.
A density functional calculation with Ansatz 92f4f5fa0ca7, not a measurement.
Periodic cell of 209 atoms, Si128O81, from a study of silicon, its oxide and their interface. The atomic structure is a simulated model.
Doubt: the cutoff is far below the 930 eV that the study's wrapper takes by default for these files, so forces and energies are approximate.

Settings: functional PBE; potential files Ansatz PAW; basis plane waves; wave-function cutoff 580 eV; density cutoff ratio 5; exchange-correlation grid ratio 1; k mesh 1 x 1 x 1, Gamma-centred; self-consistency stop 5e-08 eV per atom in the density residual; occupations fixed; spin none; net charge 0.

Cell vectors (angstrom)
a  10.938  0  0
b  0  10.938  0
c  -4.3431  2.2702  30.8364

Atoms: element, x, y, z (angstrom)
Si  0.6598  6.8659  24.4058
Si  4.2918  -0.1135  24.6324
Si  -2.0622  -0.5668  25.0313
Si  -1.2023  5.2361  24.786
Si  7.3816  8.4284  24.8135
Si  -4.5465  2.1939  24.9333
Si  -0.1588  3.5938  26.0873
Si  2.4498  6.1316  25.8049
Si  -0.3767  -1.6906  26.171
Si  2.577  0.8935  25.9822
Si  5.0314  3.6945  26.0152
Si  8.0795  6.4611  26.0092
Si  5.3406  9.0996  25.9066
Si  -3.1078  0.9985  26.3174
Si  -1.5753  2.3045  27.4633
Si  1.1569  4.9865  27.4336
Si  -1.5931  -3.1875  27.5041
Si  1.1816  -0.4359  27.3903
Si  3.8428  2.2662  27.447
Si  6.5741  5.0595  27.3202
Si  3.847  7.678  27.229
Si  6.5229  -0.5176  27.4973
Si  -0.2414  0.903  28.7854
Si  2.4931  3.6375  28.7854
Si  -0.2414  -4.566  28.7854
Si  2.4931  -1.8315  28.7854
Si  5.2276  0.903  28.7854
Si  -2.9759  3.6375  28.7854
Si  5.2276  6.372  28.7854
Si  7.9621  9.1065  28.7854
Si  1.1259  2.2702  30.1527
Si  3.8604  5.0047  30.1527
Si  1.1259  -3.1988  30.1527
Si  3.8604  -0.4643  30.1527
Si  -4.3431  2.2702  30.1527
Si  -1.6086  5.0047  30.1527
Si  6.5949  7.7392  30.1527
Si  -1.6086  -0.4643  30.1527
Si  4.1018  1.3673  0.6835
Si  6.8362  4.1018  0.6835
Si  4.1018  -4.1018  0.6835
Si  6.8362  -1.3673  0.6835
Si  9.5708  1.3673  0.6835
Si  1.3673  4.1018  0.6835
Si  9.5708  -4.1018  0.6835
Si  1.3673  -1.3673  0.6835
Si  2.7345  0  2.0507
Si  5.469  2.7345  2.0507
Si  2.7345  -5.469  2.0507
Si  5.469  -2.7345  2.0507
Si  8.2035  0  2.0507
Si  10.938  2.7345  2.0507
Si  8.2035  5.469  2.0507
Si  10.938  -2.7345  2.0507
Si  4.0909  -1.3742  3.3623
Si  6.8032  1.3344  3.3378
Si  4.1022  4.1031  3.4778
Si  6.8384  -4.1005  3.4941
Si  9.5683  -1.3814  3.4792
Si  1.3745  1.3693  3.4913
Si  9.5814  4.1206  3.3601
Si  1.3704  -4.0945  3.3632
Si  5.4337  -0.0028  4.6956
Si  8.1816  2.7171  4.5906
Si  5.45  5.4779  4.896
Si  8.2023  -2.7289  4.9257
Si  0.0135  -0.0365  4.8765
Si  2.7483  2.7497  4.912
Si  10.9442  5.497  4.7055
Si  2.7287  -2.7279  4.6911
Si  4.1609  1.3035  6.2039
Si  6.8809  3.9766  6.0707
Si  4.0265  -4.0078  6.1769
Si  6.7526  -1.2731  6.1734
Si  -1.4442  1.4243  6.0342
Si  1.3465  4.2211  6.1749
Si  8.723  4.861  7.2303
Si  1.4438  -1.4453  6.1895
Si  3.1849  -0.4425  7.4793
Si  5.9663  2.2367  7.4323
Si  2.271  -4.9341  7.4927
Si  4.9278  -2.1942  7.4137
Si  7.7366  0.5395  7.3501
Si  -0.4802  3.179  7.2507
Si  9.6552  -4.153  6.2184
Si  0.5285  -3.2249  7.5007
Si  3.2112  4.2247  24.4862
Si  1.4046  2.4599  24.6758
Si  -2.3995  3.8956  23.247
Si  5.5347  3.2388  9.5468
Si  5.7644  4.6696  14.1747
Si  3.6629  5.4904  17.6229
Si  -4.304  6.085  16.8836
Si  1.2215  6.9402  18.611
Si  4.0864  -1.2957  21.7378
Si  2.9489  5.0858  9.583
Si  2.0214  7.158  21.5456
Si  -3.0163  4.3017  18.8725
Si  -1.1385  2.3198  16.2305
Si  -4.0707  -2.2381  15.4164
Si  -3.8509  -2.4336  21.6521
Si  6.6125  -2.965  9.8724
Si  0.1944  -2.127  9.5801
Si  2.7894  -4.3633  12.4578
Si  5.6636  -3.6506  12.7956
Si  7.9998  5.0941  9.4054
Si  0.6071  0.1664  15.222
Si  8.5258  -0.3972  9.3468
Si  -4.2314  5.4912  21.3268
Si  4.7763  0.8959  11.6371
Si  9.9882  4.3696  11.7016
Si  -0.0725  4.1168  18.6495
Si  7.8134  0.325  12.1119
Si  3.742  4.587  22.1362
Si  3.1527  0.0846  19.0925
Si  -0.7612  1.2831  22.6982
Si  2.7237  3.1824  19.6169
Si  3.3731  1.3866  14.5071
Si  5.145  0.0628  16.7126
Si  -3.1961  1.3304  18.0971
Si  10.907  -3.7043  12.2809
Si  2.516  -0.0942  9.7614
Si  8.1237  2.9475  13.7775
Si  9.3722  -1.6412  13.8613
Si  0.4684  -1.1776  18.1562
Si  3.4721  4.4525  14.6337
Si  0.853  2.6558  10.0431
Si  -1.7783  -0.3448  20.245
O  1.0188  7.115  22.821
O  5.2219  5.9349  17.6775
O  5.0634  2.2663  10.7827
O  5.4213  1.0443  24.216
O  8.369  0.6566  10.6069
O  0.2609  -2.5566  24.9016
O  10.777  2.5877  8.7731
O  0.5911  -2.757  17.7862
O  7.6357  -1.7377  9.631
O  6.3714  -2.9172  14.0395
O  10.5673  -3.0591  10.8092
O  6.3801  0.6874  17.5389
O  4.0563  -3.4272  12.8652
O  10.8593  -5.331  12.2857
O  2.7862  6.7435  18.1865
O  6.5229  3.2672  13.8163
O  5.2919  5.1333  22.0591
O  2.9819  1.6955  19.0259
O  3.1928  5.1439  16.0979
O  -1.949  1.1509  17.0519
O  1.962  3.8137  9.8259
O  -3.5007  -2.8257  23.1897
O  5.74  -1.1459  15.8122
O  -0.7755  0.4922  21.2535
O  9.8663  -3.1307  13.3989
O  -3.7028  3.0724  23.8252
O  -0.0505  1.6529  15.2316
O  6.1881  0.172  12.0272
O  7.3231  -4.3637  9.4736
O  -3.073  5.4841  17.7572
O  2.1426  0.3291  14.7022
O  3.7096  -0.6345  23.1824
O  -4.1406  4.5772  19.9988
O  -0.3422  3.2861  17.2706
O  3.1288  -2.5993  21.6048
O  -0.8835  -0.9809  19.0424
O  1.6179  1.2248  10.184
O  5.967  -5.2589  12.8817
O  -1.5265  2.7211  22.4957
O  -4.0578  7.0634  20.8963
O  1.093  3.4521  19.595
O  4.4588  4.472  9.3746
O  6.964  3.9365  9.9481
O  -1.5219  0.2113  23.6657
O  3.8609  -0.1029  10.7137
O  2.8669  2.9308  14.6559
O  1.6161  -1.4404  10.0682
O  1.5156  -3.3708  12.6633
O  3.9862  1.2188  13.0131
O  5.2835  -2.7272  8.9571
O  9.3153  4.9749  10.354
O  -0.0162  3.0606  11.3737
O  1.1072  7.282  20.2066
O  3.3883  3.3123  21.1262
O  2.6868  5.2831  13.4588
O  0.721  1.688  23.3231
O  10.7151  -0.7848  14.1968
O  0.3838  5.6109  18.2155
O  -3.4856  2.9175  18.1895
O  -2.9716  5.0605  22.2591
O  4.0321  -0.4243  17.8065
O  -2.5602  -1.6565  15.1619
O  8.5284  -1.0505  12.597
O  6.5398  5.3179  15.459
O  1.7157  -0.667  19.0655
O  2.8023  5.7466  21.4841
O  8.2715  1.4394  13.2003
O  6.2235  -3.012  11.4328
O  4.4921  1.1325  15.6705
O  -2.6583  -1.5236  20.9888
O  3.8374  -0.2607  20.5194
O  0.5191  -0.3989  16.7391
O  3.4635  4.2045  18.5922
O  2.913  -4.8692  10.8973
O  -3.9665  7.6502  16.6461
O  8.8601  3.99  12.7879
O  -2.8365  0.6962  19.553
O  10.0903  -0.8922  9.2454
O  5.6704  -1.6445  21.6539
O  -2.1875  3.1187  15.2723
O  -1.4921  4.1918  19.4691

Results
free energy: -127441.265 eV
free energy less fixed offsets of O -568.88, Si -635.61 eV per atom: -3.905 eV

Forces (eV/angstrom), in the order of the atoms: element, x, y, z
Si  0.0034  0.0093  -0.0147
Si  0.0092  0.0071  -0.0306
Si  0.017  0.014  0.0152
Si  0.009  0.0097  0.0076
Si  -0.0186  -0.0251  0.0037
Si  -0.0131  0.0084  -0.0216
Si  0.0004  -0.0029  0.0001
Si  -0.0024  0.0006  0.0004
Si  -0.0003  -0.0037  0.0049
Si  0.0049  -0.0012  0.0048
Si  0.002  -0.0043  0.0013
Si  0.0003  0.003  0.0003
Si  0.0072  0.0013  0.0018
Si  -0.0051  0.0037  0.0135
Si  -0.0017  -0.003  0.0043
Si  -0.0101  0.0052  0.0022
Si  0.0017  -0.001  -0.004
Si  -0.0014  -0.0034  0.0036
Si  0.006  -0.0114  -0.0042
Si  0.0033  -0.0032  -0.0084
Si  -0.0015  -0.0028  0.0031
Si  -0.001  0  0.0073
Si  0.2974  -0.0318  0.0336
Si  0.028  -0.0695  0.3826
Si  0.3428  -0.1741  0.2844
Si  0.2504  -0.3227  -0.7208
Si  -0.3429  0.0062  0.4671
Si  -0.2295  0.4665  -0.3427
Si  -0.1256  0.1637  -0.694
Si  -0.1849  -0.0352  0.5745
Si  -0.0141  0.0302  0.0685
Si  0.0062  -0.0975  -0.0135
Si  0.0132  -0.1028  -0.033
Si  0.0736  0.0337  0.0031
Si  -0.0227  -0.0432  -0.052
Si  -0.0458  0.0679  -0.0061
Si  -0.029  0.1233  0.0459
Si  -0.01  -0.0256  -0.0106
Si  -0.1223  0.04  -0.025
Si  -0.0274  0.1188  0.0115
Si  0.1011  -0.0696  0
Si  0.0385  -0.1551  -0.0194
Si  0.0818  -0.0184  0.0214
Si  0.0687  -0.1123  -0.0114
Si  -0.0808  0.089  -0.0152
Si  -0.0611  0.1435  0.0046
Si  -0.2082  0.261  0.0204
Si  -0.3064  0.2165  -0.1363
Si  0.1593  -0.194  -0.0003
Si  0.246  -0.1656  0.0809
Si  0.2123  -0.3899  -0.0883
Si  0.3027  -0.1937  0.0761
Si  -0.191  0.3095  0.0105
Si  -0.2413  0.1293  -0.0706
Si  0.0006  0.0007  -0.0014
Si  0.0022  -0.0004  -0.0024
Si  -0.0009  0.0003  0.0056
Si  0.0013  -0.0009  -0.0006
Si  -0.0013  0.0009  0.0027
Si  -0.0004  -0.0007  0.0018
Si  0.0001  0.0006  -0.0047
Si  0.0006  0.0015  -0.0007
Si  0.003  0.0027  -0.0015
Si  -0.0024  -0.0027  -0.0024
Si  0.0021  -0.0034  -0.001
Si  0.004  0.0025  0.0022
Si  0.0044  -0.0049  0.0005
Si  0.0009  0.0033  -0.0004
Si  0.0045  0.0038  -0.0014
Si  -0.0048  0.0012  0.0005
Si  -0.0004  -0.0062  -0.0048
Si  0.0004  0.0015  0.001
Si  -0.0035  -0.0012  0.001
Si  -0.0026  -0.0003  -0.0034
Si  -0.0087  -0.0042  0
Si  -0.004  0.0013  -0.0023
Si  0.0015  0.001  0.0119
Si  0.0013  0.0014  0.0023
Si  -0.0021  0.0002  0.0039
Si  -0.0028  0.0043  0.0064
Si  0.0016  -0.0009  0.0013
Si  0.001  -0.0042  0.0098
Si  0.0017  -0.0027  0.004
Si  0.0042  0.0014  0.0049
Si  0.0006  -0.004  -0.0006
Si  -0.0024  0.0005  0.0007
Si  0.0076  0.0064  0.004
Si  -0.0082  -0.0013  0.0045
Si  -0.0073  0.0113  0.0181
Si  0.0137  -0.0211  -0.0083
Si  0.0023  0.0048  0.005
Si  0.0033  -0.0002  -0.001
Si  0.0039  0.0004  -0.0044
Si  -0.0013  0  0.0061
Si  0.0076  0.0206  0.0118
Si  -0.0079  0.0192  -0.0175
Si  -0.0082  0.0004  0.006
Si  0.003  -0.0025  0.0094
Si  0.0041  -0.0008  -0.0088
Si  -0.002  0.0069  -0.021
Si  0.0001  0.0032  -0.0058
Si  -0.0027  -0.0041  -0.0077
Si  0.0032  -0.0164  -0.0074
Si  0.0064  -0.0035  -0.0107
Si  0.0063  0.0001  -0.0205
Si  0.0061  0.0064  -0.0222
Si  -0.0008  0.0044  -0.0153
Si  -0.0013  0.0102  -0.0122
Si  -0.002  -0.0041  -0.0005
Si  -0.0026  -0.0005  -0.007
Si  -0.0088  -0.0076  -0.004
Si  -0.001  0  0.0051
Si  0.0004  -0.0055  -0.0058
Si  -0.0036  0.0034  -0.0053
Si  0.0036  -0.0012  0.0109
Si  0.0016  0.0045  -0.0223
Si  -0.0016  -0.0026  0.003
Si  -0.0023  -0.008  -0.0083
Si  0.0019  0.0029  -0.0058
Si  -0.0025  0.0033  -0.008
Si  -0.0045  0.0031  -0.0126
Si  0.0108  0.0012  -0.0233
Si  0.003  -0.0034  -0.0112
Si  0.0028  0.0009  -0.0103
Si  0.0042  -0.0037  0.0004
Si  0.0004  -0.0051  -0.0003
Si  -0.0041  -0.0037  -0.0045
Si  -0.0005  0.0021  0.013
O  -0.0075  0.0011  0.0274
O  0.0041  0.0003  0.0005
O  0.0023  0.0116  0
O  -0.004  -0.0027  0.0315
O  -0.0005  0.0008  0.0022
O  0.0054  -0.0207  -0.0054
O  -0.0122  0.002  -0.0106
O  0.0003  0.0021  0.0053
O  0.0069  0.0031  0.0023
O  -0.0001  -0.0011  0.0095
O  0.0028  0.0048  0.0024
O  -0.0022  -0.0025  0.0031
O  -0.0011  0  0.0075
O  0.0031  0.0072  0.0135
O  -0.0013  0.0041  -0.0015
O  -0.0024  0.0012  0.008
O  -0.004  -0.0014  -0.0024
O  -0.0014  0.003  0.0012
O  0.0008  -0.003  -0.0046
O  -0.0002  -0.0019  0.0088
O  0.0167  0.0023  0.0046
O  -0.0062  -0.0079  0.0094
O  -0.0021  -0.001  0.0102
O  -0.0002  -0.0038  -0.0135
O  0.0048  -0.0017  0.0071
O  -0.0034  -0.0117  0.0084
O  0.0013  -0.0018  0.0126
O  0.0041  0.0015  0.0068
O  0.0013  -0.0139  0.0073
O  -0.0033  0.0092  -0.0082
O  0.0007  -0.0007  0.012
O  -0.0056  0.0071  0.0132
O  -0.0011  0.0082  0.0091
O  -0.0005  0.0006  0.0037
O  -0.0008  -0.018  -0.0063
O  -0.0013  0.0024  0.0026
O  0.0018  -0.005  0.0107
O  0.0012  0.0059  0.0011
O  0.0055  -0.0032  -0.0048
O  -0.0048  -0.0012  0.0023
O  0.0029  -0.0004  -0.0021
O  0.0051  -0.002  0.0084
O  -0.0055  0.0007  0.0051
O  -0.0082  -0.0001  0.0169
O  0.0006  -0.0006  0.0086
O  0.0015  0.0137  0.0115
O  -0.0119  -0.0024  0.0054
O  0.0003  -0.0025  0.0095
O  0.0044  0.0002  -0.0025
O  -0.0081  0.0016  -0.0086
O  0.0056  -0.0012  0.0002
O  -0.0027  -0.0063  0.0039
O  0.0029  -0.0005  -0.0035
O  -0.0004  0.005  0.0002
O  -0.0005  0.0073  0.0046
O  0.0162  0.0173  0.0108
O  -0.0024  -0.0044  0.0095
O  -0.0015  -0.0008  0.0006
O  0.0005  -0.0044  -0.0004
O  0.0043  -0.0022  -0.0081
O  -0.0013  0.0018  0.0031
O  0.001  0  0.0079
O  -0.0057  0.008  0.0001
O  -0.0051  -0.0088  0.0017
O  0.0001  0.0005  0.0001
O  0.0081  -0.0093  0.0015
O  -0.0016  -0.0013  0.0059
O  -0.0046  -0.0027  0.013
O  -0.0015  0.0016  0.0098
O  0.0036  0.002  -0.0035
O  -0.0007  0.0002  -0.0084
O  0.0003  0.003  0.0042
O  -0.0011  -0.0035  0.0022
O  -0.0048  0  0.0025
O  0.0005  -0.0089  0.0111
O  0.0094  0.0028  0.0014
O  0.0026  -0.0012  0.0011
O  -0.0004  0.0047  0.0065
O  -0.0026  -0.0005  -0.0098
O  -0.0066  0.0027  0.0064
O  0.0016  -0.0017  -0.0023

The program warned: the cutoff lies below the one the program advises for these potential files; the forces do not sum to zero within the program's tolerance; the exchange-correlation potential is rough where the density is thin.
